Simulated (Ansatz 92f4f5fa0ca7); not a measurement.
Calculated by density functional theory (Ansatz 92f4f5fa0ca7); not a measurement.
Periodic cell of 264 atoms, Si152O112, from a study of silicon, its oxide and their interface. The atomic structure is a simulated model.

Settings: functional r2SCAN; potential files Ansatz norm-conserving; basis plane waves; wave-function cutoff 1300 eV; density cutoff ratio 4; exchange-correlation grid ratio 1; k mesh 2 x 2 x 1, shifted by 0.5 0.5 0.5 of a step; self-consistency stop 5e-08 eV per atom in the density residual; occupations Fermi-Dirac, 0.05 eV; spin none; net charge 0.

Cell vectors (angstrom)
a 10.888 0 0
b 0 10.888 0
c 0 0 38.0682

Atoms: element, x, y, z (angstrom)
Si 0.3387 -0.1605 -0.035
Si 2.9929 2.5097 0.0712
Si -0.1443 5.6238 0.0924
Si 2.5451 8.4848 0.0215
Si 5.1634 0.292 0.3276
Si 7.9317 3.1906 -0.0081
Si 5.63 5.3409 0.0924
Si 8.4557 7.7969 -0.0449
Si 1.393 1.383 1.3758
Si 4.0928 4.1235 1.3781
Si 1.4098 6.868 1.3288
Si 4.0104 9.5713 1.5084
Si 6.862 1.5087 1.3409
Si 9.524 4.1414 1.4167
Si 6.8403 6.8507 1.3861
Si 9.5437 9.549 1.175
Si -0.0065 2.7261 2.7024
Si 2.6707 0.0446 2.8383
Si -0.0107 8.2198 2.6678
Si 2.7267 5.4852 2.7052
Si 5.4751 2.7918 2.7651
Si 8.2002 0.0277 2.6071
Si 5.46 8.198 2.7293
Si 8.162 5.4863 2.7881
Si 1.3563 4.1082 4.0541
Si 4.101 1.4052 4.1089
Si 1.312 9.5375 4.121
Si 4.102 6.8171 4.0819
Si 6.8104 4.125 4.1432
Si 9.534 1.3469 4.0514
Si 6.833 9.5811 4.0359
Si 9.5478 6.8569 4.0806
Si -0.0236 0.0145 5.469
Si 2.7153 2.7551 5.4423
Si 0.0021 5.459 5.4296
Si 2.721 8.172 5.4363
Si 5.4591 0.0141 5.4323
Si 8.1795 2.7143 5.435
Si 5.4386 5.4721 5.4788
Si 8.1658 8.2027 5.4255
Si 1.3624 1.3749 6.8074
Si 4.075 4.0946 6.8139
Si 1.3713 6.7978 6.797
Si 4.0932 9.5297 6.7969
Si 6.8132 1.3591 6.8018
Si 9.5384 4.0806 6.7993
Si 6.8146 6.833 6.8113
Si 9.5132 9.5325 6.8148
Si 0 2.7185 8.1814
Si 2.7234 -0.0036 8.1639
Si -0.0042 8.1512 8.1472
Si 2.7148 5.4385 8.1709
Si 5.4382 2.7139 8.1515
Si 8.1527 -0.0117 8.1687
Si 5.4425 8.1687 8.1809
Si 8.167 5.4387 8.1641
Si 1.3698 4.0757 9.5395
Si 4.0903 1.3547 9.5281
Si 1.3509 9.502 9.5106
Si 4.0798 6.782 9.5266
Si 6.797 4.0593 9.5176
Si 9.5131 1.3339 9.5219
Si 6.8166 9.5138 9.5443
Si 9.541 6.7908 9.5277
Si -0.0323 -0.0523 10.8752
Si 2.7253 2.7061 10.9
Si 0.0026 5.4236 10.8999
Si 2.6985 8.1264 10.8737
Si 5.4609 -0.0045 10.8878
Si 8.1473 2.6819 10.8813
Si 5.4271 5.4003 10.8862
Si 8.178 8.1351 10.9029
Si 1.3214 1.3241 12.1926
Si 4.0859 4.05 12.2945
Si 1.3598 6.7699 12.282
Si 4.0858 9.4907 12.1758
Si 6.8114 1.3336 12.2936
Si 9.5234 4.0281 12.2148
Si 6.8185 6.7347 12.2219
Si 9.5259 9.4832 12.3006
Si -0.0316 2.6587 13.5818
Si 2.7013 -0.0419 13.4868
Si -0.008 8.0978 13.6728
Si 2.7044 5.3966 13.663
Si 5.4503 2.6864 13.6741
Si 8.1685 -0.0353 13.6738
Si 5.4379 8.1129 13.5138
Si 8.1584 5.3373 13.5888
Si 1.3225 3.9845 14.9745
Si 4.0013 1.298 14.8977
Si 1.4282 9.4945 14.9194
Si 4.1373 6.765 14.9373
Si 6.847 4.0041 15.063
Si 9.5369 1.3335 15.0433
Si 6.7568 9.4429 14.9265
Si 9.5165 6.6535 14.9805
Si 0.3417 0.2119 16.227
Si 2.5018 2.4519 16.3127
Si -0.2571 5.0473 16.3438
Si 3.0094 8.3427 16.2324
Si 5.1252 -0.2955 16.1634
Si 8.3871 2.8436 16.4763
Si 5.7008 5.6433 16.2978
Si 7.9012 7.8303 16.1852
Si -14.3951 8.1135 32.4741
Si -2.9177 13.1839 35.243
Si 15.801 7.975 21.9596
Si 1.5984 -22.5689 30.4129
Si 31.0436 26.6288 26.6318
Si 4.3189 3.8565 18.526
Si 20.8639 3.0278 28.8802
Si 6.3878 12.3895 18.5061
Si 50.7836 -10.9043 26
Si -1.0567 -0.9201 26.6491
Si 3.0913 5.8212 20.6709
Si 4.0988 10.3532 28.8193
Si 10.9798 26.8724 30.667
Si 11.9932 53.8711 24.9953
Si 17.1832 3.0258 32.9323
Si 35.3674 34.4181 24.0704
Si 40.4307 18.0049 22.5151
Si 31.6735 38.1005 23.624
Si 14.7444 28.4251 35.9241
Si 34.6404 7.3154 29.4468
Si -6.6498 11.871 33.7145
Si 31.5505 -21.5878 29.387
Si 15.6122 24.9928 25.5111
Si 16.3333 -2.2225 26.8124
Si 23.4857 -6.47 23.1807
Si 30.5063 39.6028 30.0533
Si 10.1819 21.9791 35.2142
Si -6.2567 28.968 32.8908
Si 20.9927 19.2358 23.4146
Si 8.1671 -2.0478 35.1955
Si 8.9248 19.9978 21.0261
Si 25.7336 26.3199 31.6312
Si 16.9224 10.854 35.704
Si 27.2892 12.0293 23.692
Si -4.2214 -4.8662 27.9504
Si 26.8987 9.8295 31.7066
Si 1.3746 0.7726 33.0703
Si 12.2028 14.4799 32.9362
Si 1.2222 28.6655 18.4074
Si -18.2447 19.2259 24.682
Si 17.3623 21.581 21.2138
Si 25.6358 -5.613 28.7
Si 24.8467 5.4297 25.7349
Si 9.9025 9.1218 18.2604
Si 16.7712 1.7769 27.8594
Si 12.5735 26.1089 35.954
Si 21.4415 18.2954 27.6962
Si -3.2482 1.9741 30.3438
O -10.4769 4.6773 -5.886
O 20.0118 1.3065 -3.3919
O 13.336 9.4631 -13.0305
O 7.1111 2.1437 -6.216
O 23.1784 11.7435 -13.7487
O 2.5844 -0.1628 -8.7868
O 3.0646 17.8956 -12.6024
O 25.5421 19.1045 -14.9816
O -2.2273 14.0082 -8.2325
O 15.91 5.0125 -20.4335
O 17.5872 31.432 -11.1547
O 5.056 27.787 -1.2732
O 11.588 34.8055 -5.5274
O 3.638 4.3551 -8.0283
O 9.6329 6.7163 -0.3914
O 37.6202 8.7391 -12.7815
O -4.2412 -1.3574 32.1635
O 23.6234 -0.1613 31.8656
O -3.1398 27.041 27.019
O 19.0134 7.6822 21.0171
O 14.9672 -1.4155 16.7628
O 20.3988 14.8616 16.9113
O 8.4777 19.0413 23.5907
O 14.0372 -7.7379 17.6416
O 15.2805 18.0118 34.4884
O 7.7323 2.1593 17.8286
O 8.6616 8.5472 17.4198
O 11.4459 5.6376 17.6261
O 6.0673 11.898 22.1992
O -5.1628 0.5587 17.3902
O -14.3559 -7.56 34.101
O 48.6626 34.9859 33.774
O 17.2515 2.0895 29.3584
O 5.0009 20.8384 30.106
O 12.9048 8.5499 30.4602
O -23.1332 -1.249 35.4673
O 11.1199 3.9074 29.5862
O 32.2807 12.4072 28.8504
O 13.1749 13.7986 23.0174
O 18.8269 31.983 21.6825
O -0.0234 20.3865 24.1976
O 27.2261 20.285 21.3215
O 11.3386 -5.9981 36.8342
O 21.8307 18.8515 18.6455
O -4.2831 33.1697 19.7563
O -12.4908 31.4898 19.6013
O -0.9103 8.3536 26.5252
O 14.3541 -4.1031 29.1417
O 17.6874 6.7671 16.7841
O 12.2962 1.3242 16.799
O 6.9815 31.6477 34.892
O 32.3984 10.3437 17.522
O 22.2006 32.367 26.4395
O 34.5162 6.3991 19.7986
O 14.6646 -4.8047 32.1003
O 27.0784 46.5513 26.9904
O 13.2736 -3.303 17.528
O 4.6782 22.5004 28.0061
O 32.0542 8.8254 21.8651
O 4.6089 22.119 32.2884
O 26.0012 9.1095 27.7872
O 32.4598 28.6494 23.7632
O -10.7863 26.2473 22.9092
O -6.6831 28.7719 20.8658
O 7.8032 18.932 36.5469
O 2.8573 25.4539 32.4397
O 6.2131 17.8779 32.574
O 22.9395 6.1805 30.2185
O 1.2176 -14.0808 28.0533
O 38.0976 5.1171 28.4247
O 20.5089 -7.4282 27.364
O 31.2221 15.6794 25.0359
O 13.2908 -29.542 36.752
O 15.0965 8.648 32.3378
O 46.837 24.222 25.4254
O 21.6701 22.4034 36.6643
O 11.2898 32.6599 34.0765
O 12.8004 26.6369 24.7418
O -9.4514 9.586 37.5973
O 18.2612 28.3224 29.2968
O -7.6466 -2.9834 36.7375
O 19.2928 7.9116 31.2701
O 7.143 12.1558 26.976
O 30.2986 27.4681 22.7637
O 20.6103 -3.2005 29.0453
O 16.5493 13.5221 24.3201
O 36.3945 4.5621 19.8556
O -11.4228 5.8935 27.223
O 2.5182 27.1135 22.1104
O 16.3731 4.15 32.0774
O -6.2542 10.9044 34.9357
O 16.8766 7.2004 27.1113
O -16.3762 2.7174 18.9214
O 15.3796 4.7922 25.2514
O 30.2447 11.4597 30.2711
O 17.6173 12.303 35.7969
O 10.9046 42.8971 30.1504
O 16.7028 -0.5994 37.189
O 24.746 -16.7568 27.3299
O 8.5975 2.9593 36.5825
O -2.124 10.5788 25.6008
O 25.7004 11.697 23.5624
O 6.1607 7.1528 22.6356
O 13.5636 23.0194 33.8962
O 9.2596 -0.6296 28.1164
O 20.3582 5.6433 30.6441
O 17.227 11.0502 24.6703
O 17.6134 -6.66 37.7037
O 12.0575 -7.0778 34.529
O 19.1431 -2.8923 33.8353
O 4.1022 12.2571 37.7342
O 2.7251 5.5318 35.7083

Results
free energy: -69898.649 eV
free energy less fixed offsets of O -463.61, Si -117.95 eV per atom: -45.929 eV
pressure: 0.68 GPa
stress xx, yy, zz, yz, xz, xy (GPa, positive in tension): -0.52, -1.46, -0.07, -0.77, -0.06, -0.01

Forces (eV/angstrom), in the order of the atoms: element, x, y, z
Si -0.0017 -0.0398 0.1356
Si 0.0155 -0.0006 0.1315
Si -0.0099 0.0292 0.0713
Si -0.0358 0.0013 0.1053
Si -0.0385 0.0288 0.1231
Si -0.0555 0.0012 0.1345
Si 0.0049 -0.0257 0.1056
Si 0.0508 0.0084 0.1376
Si -0.0029 -0.0093 -0.0185
Si 0.0113 0.0158 -0.0009
Si -0.0113 -0.0024 0.0004
Si -0.0127 0.0076 0.0019
Si -0.0013 0.0029 -0.0004
Si 0.0119 0.0033 -0.0172
Si -0.0004 -0.0103 -0.0139
Si 0.0019 -0.0078 -0.0165
Si 0.0167 0.009 -0.001
Si 0.0019 0.005 0.0282
Si -0.0025 -0.0067 0.0158
Si -0.0062 -0.0025 0.0058
Si -0.0037 0.0095 0.0051
Si -0.0051 -0.0198 -0.0153
Si -0.0091 -0.0016 0.0097
Si -0.0028 0.0035 0.0199
Si -0.0007 -0.008 -0.0026
Si 0.0013 -0.0159 0.002
Si 0.0089 0.0057 -0.0001
Si 0.0058 0.0066 -0.0105
Si 0.0158 -0.0104 0.0081
Si -0.0038 0.0121 -0.0027
Si 0.0105 -0.0055 0.0007
Si -0.0122 0.0065 0.0119
Si -0.0117 -0.0191 0.0122
Si 0 0.0044 -0.0023
Si 0.0033 0.0036 0.0115
Si -0.0041 -0.0109 0
Si 0.0058 0.0082 0.0135
Si -0.0079 -0.0135 0.0194
Si -0.0059 -0.0041 0.0087
Si -0.0034 0.0049 0.0115
Si 0.007 -0.0106 -0.0044
Si 0.0072 -0.001 -0.0078
Si -0.0006 0.0078 -0.0108
Si 0.0012 0.0093 -0.0052
Si -0.0057 -0.0112 -0.0089
Si -0.0025 0.0041 0.0018
Si 0.0059 -0.002 0.0007
Si 0.0031 0.0052 -0.0068
Si 0.0024 -0.0033 -0.0008
Si 0.0005 -0.0004 0.0028
Si -0.0067 0.0041 -0.0038
Si -0.0023 -0.0054 -0.0006
Si -0.0045 -0.004 0.0024
Si 0.0017 -0.0076 -0.0011
Si 0.0012 -0.0023 0.0008
Si -0.0126 0.0039 0.0024
Si 0.0041 0.0004 0.0047
Si 0.0084 -0.0045 0.0039
Si -0.0005 -0.011 -0.0016
Si 0.0017 0.0028 0.0064
Si 0 -0.0027 0.0014
Si -0.009 -0.0147 -0.0021
Si -0.0024 0.0113 0.0028
Si 0.0119 -0.002 -0.0019
Si 0.0009 0.0055 -0.0097
Si -0.0013 -0.0048 -0.0091
Si -0.0109 0.0005 -0.0095
Si -0.0006 0.0133 -0.0048
Si -0.0038 -0.0146 -0.0069
Si 0.0036 -0.0064 -0.0078
Si 0.0028 0.0042 -0.0008
Si -0.0071 -0.0047 -0.0128
Si -0.0054 -0.0135 0.0001
Si -0.0034 -0.015 0.0075
Si 0.0081 -0.0015 0.0125
Si 0.0061 0.0087 0.0103
Si 0.0042 0.0064 0.0046
Si 0.0023 0.0028 0.0066
Si 0.013 0.0037 0.0094
Si 0.0086 -0.0041 -0.0019
Si -0.001 -0.0068 -0.0261
Si -0.0104 -0.0048 -0.0032
Si -0.0037 0.0037 -0.0071
Si 0.0003 -0.0012 0.0107
Si -0.0032 0.0013 -0.0053
Si 0.0001 -0.0049 0.0052
Si -0.0028 -0.0064 -0.0225
Si 0.0021 -0.0081 -0.0002
Si -0.0038 0.0008 0.0008
Si 0.0077 -0.0078 -0.0001
Si -0.0088 0.0121 -0.001
Si 0.0085 -0.0003 -0.0067
Si 0.0008 0.0006 -0.0093
Si 0.0211 0.0007 -0.0082
Si -0.0033 -0.0087 -0.0061
Si -0.0044 0.0038 -0.0065
Si 0.0117 0.0109 -0.1125
Si -0.0213 -0.0224 -0.1113
Si -0.035 -0.0099 -0.102
Si 0.0044 0.0226 -0.1009
Si -0.0016 -0.0162 -0.0646
Si 0.0147 0.0078 -0.128
Si 0.0176 0.0146 -0.1014
Si -0.0142 -0.038 -0.0998
Si -0.0299 -0.0249 0.2231
Si 0.0599 0.0028 0.1993
Si 0.021 -0.028 -0.2021
Si -0.002 0.0576 0.1501
Si 0.0328 -0.0103 -0.0432
Si 0.0391 -0.0187 -0.1756
Si 0.0211 0.0129 0.0692
Si -0.002 0.0389 -0.2088
Si -0.0355 0.0175 -0.0791
Si 0.0022 0.024 -0.026
Si -0.0055 -0.0172 -0.2735
Si -0.0002 0.0114 0.1158
Si 0.0206 -0.0423 0.1483
Si -0.0153 0.0152 -0.0935
Si -0.0001 0.0111 0.1933
Si 0.0039 0.0035 -0.0914
Si -0.0598 0.0896 -0.1567
Si -0.0061 0.0402 -0.1162
Si -0.0199 -0.0201 0.2519
Si 0.0074 -0.0112 0.0842
Si 0.0183 0.0018 0.1596
Si 0.0113 -0.0025 0.0897
Si -0.0012 -0.0101 -0.062
Si -0.0144 0.0178 -0.034
Si 0.0553 0.0544 -0.1645
Si -0.025 0.0263 0.1506
Si -0.0221 0.0485 0.2291
Si -0.005 -0.0228 0.2147
Si -0.0421 0.0158 -0.1919
Si -0.0359 -0.0022 0.2498
Si -0.0218 0.0395 -0.185
Si 0.0075 0.0108 0.1794
Si 0.0249 -0.0359 0.1847
Si 0.0293 -0.0041 -0.179
Si -0.0046 -0.0257 0.0535
Si -0.0264 -0.0021 0.1768
Si -0.0261 0.0388 0.1988
Si 0.0093 -0.0236 0.2302
Si -0.0034 0.0125 -0.1912
Si 0.013 -0.0071 -0.1738
Si 0.0422 0.0105 -0.2289
Si -0.0187 -0.054 0.0852
Si -0.0226 -0.035 -0.0504
Si 0.0316 -0.0294 -0.2357
Si -0.0146 0.0087 0.0424
Si 0.0177 0.0337 0.2589
Si 0.0186 0.0163 0.0486
Si -0.0358 0.0111 0.1822
O -0.0394 0.0495 -0.1234
O -0.0012 -0.0122 -0.0715
O 0.0071 0.0075 0.037
O 0.0484 -0.0404 -0.1454
O -0.0033 -0.016 0.0215
O 0.0193 0.0057 -0.0469
O -0.0004 -0.0044 0.033
O -0.0441 0.0171 0.1339
O 0.0204 0.0002 -0.05
O -0.0511 -0.033 0.1143
O -0.0076 -0.0038 0.0115
O -0.0256 0.0428 -0.1201
O -0.0092 0.0009 -0.0506
O 0.0073 0.0259 -0.1211
O 0.0031 -0.0008 -0.0524
O 0.0166 0.0014 0.0596
O 0.0065 0.0275 -0.0746
O 0.0113 -0.0671 -0.1329
O -0.0134 -0.0036 -0.0113
O 0.0028 -0.0429 0.0864
O -0.0003 0.0024 0.0462
O 0.0133 0.003 0.0539
O 0.0162 -0.0176 0.0503
O 0.0325 0.0389 0.1171
O 0.0401 0.0241 -0.2076
O -0.0429 -0.0391 0.1185
O 0.0393 0.0514 0.1277
O 0.0475 0.0307 0.1106
O -0.0449 0.0475 0.1377
O 0.0253 0.023 0.0999
O -0.0673 0.0382 -0.1234
O 0.0172 0.0213 -0.0677
O -0.0058 0.002 -0.0635
O -0.0109 0.0085 -0.1001
O -0.0001 -0.0106 -0.0419
O 0.0133 -0.0018 -0.0763
O -0.016 -0.001 -0.0529
O -0.0096 0.0021 -0.0213
O -0.0043 -0.0249 0.0574
O 0.0027 -0.0012 0.0658
O 0.04 0.0398 0.1106
O -0.0276 -0.0145 0.054
O 0.027 -0.0466 -0.0965
O -0.0075 0.0183 0.0817
O 0.0002 -0.0867 0.2029
O -0.0404 -0.0172 0.1835
O -0.0138 0.0178 0.0132
O -0.0016 0.0058 -0.0218
O 0.005 -0.0038 0.0536
O -0.0006 0.0032 0.0585
O 0.0014 -0.0043 -0.0825
O -0.0342 -0.0347 0.1221
O -0.0152 -0.0011 0.0345
O 0.0397 -0.0214 0.1392
O -0.0135 -0.0279 -0.087
O 0.0136 -0.0285 0.0128
O -0.0388 -0.0552 0.1142
O 0.0132 -0.0005 -0.0317
O 0.0248 -0.0287 0.1141
O 0.0028 -0.0467 -0.1058
O 0.0039 -0.0085 -0.0068
O 0.01 -0.0266 0.0513
O -0.0194 -0.005 0.0467
O 0.0451 0.0595 0.1122
O -0.0059 0.0261 -0.1746
O 0.0328 0.0144 -0.0796
O 0.0367 0.0178 -0.0634
O 0.0011 0.0229 -0.0539
O -0.0193 0.0052 -0.0419
O 0.0403 0.0204 -0.0146
O -0.0042 0.0256 -0.0216
O -0.0148 -0.02 0.0941
O -0.0328 0.0158 -0.126
O 0.0083 0.0575 -0.0865
O 0.0074 0.0131 0.0422
O -0.0294 0.017 -0.1659
O 0.0778 -0.0059 -0.1277
O 0.0291 0.0165 0.0792
O -0.0021 0.0013 -0.0728
O -0.027 -0.0048 -0.0623
O 0.0368 -0.0216 -0.1085
O 0.0444 -0.0243 -0.121
O 0.0158 0.0096 0.0136
O 0.0434 -0.0417 0.0632
O 0.0108 0.0225 -0.0509
O -0.0051 0.0271 0.0583
O -0.0326 0.0429 0.1385
O -0.0133 -0.0204 -0.0168
O -0.0618 -0.0552 0.1594
O -0.0224 0.0158 -0.0647
O -0.0339 0.0387 -0.0969
O 0.0125 0.0057 -0.0002
O -0.0036 -0.0004 0.068
O -0.0004 0.0081 0.0165
O 0.013 0.004 -0.0438
O -0.0187 0.0004 -0.0779
O -0.03 -0.0063 -0.0558
O 0.0253 0.0106 -0.1663
O 0.0034 0.0083 -0.0027
O 0.0001 -0.0166 -0.1456
O 0.0095 0.0086 0.0302
O -0.022 0.0066 0.0457
O 0.0314 -0.0103 0.0692
O -0.0234 -0.0329 -0.0896
O 0.003 -0.0294 -0.0498
O -0.0113 0.0193 -0.0512
O 0.02 -0.0169 0.0765
O 0.0163 -0.0104 -0.0711
O -0.0211 -0.0415 -0.2137
O -0.0124 -0.033 -0.1554
O 0.0197 -0.0267 -0.0728
O -0.0032 -0.0014 -0.0882

The program warned: the forces do not sum to zero within the program's tolerance.
